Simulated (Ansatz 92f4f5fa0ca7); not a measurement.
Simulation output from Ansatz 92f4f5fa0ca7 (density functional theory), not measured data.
Periodic cell of 171 atoms, Si99O72, from a study of silicon, its oxide and their interface. The atomic structure is a simulated model.

Settings
functional: PBE
potential files: Ansatz PAW
basis: plane waves
wave-function cutoff: 700 eV
density cutoff ratio: 5
exchange-correlation grid ratio: 2
k mesh: 2 x 2 x 1, shifted by 0.5 0.5 0.5 of a step
self-consistency stop: 5e-08 eV per atom in the density residual
occupations: Fermi-Dirac, 0.05 eV
spin: none
net charge: 0

Cell vectors (angstrom)
a  11.5983  0  0
b  0  11.5983  0
c  5.0237  -3.9975  23.0675

Atoms and the computed forces on them: element, x, y, z (angstrom), force x, y, z (eV/angstrom)
Si  7.0234  2.4165  0.375  0.0164  0.1834  -0.5185
Si  6.9992  5.4653  0.5161  -0.0034  -0.0489  -0.6115
Si  7.0465  8.4906  -0.1898  0.076  -0.1208  -0.3367
Si  -0.7983  2.4454  -0.0434  -0.0781  0.1788  -0.4889
Si  -0.7508  5.5442  0.4776  0.0383  -0.0238  -0.5843
Si  -0.7971  8.6082  -0.134  0.0526  -0.1946  -0.4447
Si  3.251  2.6557  -0.1384  0.1319  0.1449  -0.6993
Si  3.1372  5.6779  0.5169  -0.0577  0.0565  -0.5328
Si  3.096  8.7118  -0.1351  -0.0391  -0.1953  -0.4684
Si  9.0072  1.8824  1.4676  0.0874  0.0441  -0.0728
Si  8.9369  5.5841  1.7819  0.0168  -0.048  -0.1482
Si  8.9039  9.2328  1.1686  -0.0161  -0.0003  -0.0367
Si  1.2541  1.8868  1.0823  -0.0257  0.06  -0.0938
Si  1.1854  5.5856  1.7528  0.013  0.0561  -0.1648
Si  1.1666  9.2963  1.1542  -0.0733  -0.0577  -0.1503
Si  4.9968  1.9334  1.4025  -0.0632  0.0241  -0.133
Si  5.0674  5.6215  1.7955  -0.041  -0.053  -0.1195
Si  5.0916  9.3043  1.0738  -0.0003  -0.1202  -0.0795
Si  8.9606  3.6287  2.995  0.113  -0.0875  0.4074
Si  8.9254  7.6187  2.8822  -0.0566  0.188  0.3469
Si  8.938  11.3137  2.5341  -0.0143  -0.1779  -0.0746
Si  1.2208  3.5405  2.8335  0.0323  -0.1204  0.1603
Si  1.1903  7.6251  2.8358  -0.0522  0.1135  0.2838
Si  1.207  11.4063  2.4292  0.0059  0.014  -0.1256
Si  5.0384  3.6393  2.9826  -0.0843  -0.0826  0.3693
Si  5.0738  7.6812  2.8456  0.074  0.284  0.282
Si  5.055  11.3504  2.4951  0.014  -0.0823  -0.05
Si  6.9974  3.6799  4.2805  0.0078  -0.127  -0.0266
Si  6.9924  7.6597  4.2415  0.0209  0.0165  -0.131
Si  6.9928  11.3369  3.9682  -0.0028  0.0755  0.0016
Si  -0.6751  3.5938  4.2383  -0.0887  -0.0734  -0.094
Si  -0.7196  7.6182  4.1997  0.1263  0.0451  -0.1024
Si  -0.7027  11.3631  3.9361  0.0064  0.0428  -0.017
Si  3.0956  3.5854  4.262  0.0455  -0.0843  -0.0935
Si  3.1203  7.6244  4.1914  -0.0997  -0.005  -0.0913
Si  3.1104  11.3619  3.9376  0.0111  0.0356  -0.0017
Si  7.0224  1.6411  5.4247  -0.0558  0.011  -0.0302
Si  6.9806  5.6901  5.5284  -0.0089  0.0234  0.0984
Si  7.0021  9.5603  5.6264  0.0128  -0.0493  0.1384
Si  -0.7769  1.6124  5.4812  0.0725  -0.0364  0.101
Si  -0.7183  5.6125  5.4125  0.0482  0.1191  0.1449
Si  -0.6147  9.554  5.5262  -0.2161  -0.0628  -0.0422
Si  3.1581  1.6006  5.5184  -0.047  0.0114  0.0859
Si  3.1572  5.6075  5.4304  -0.0235  0.1129  0.1198
Si  3.0289  9.5609  5.5333  0.2034  -0.0442  -0.0519
Si  8.8651  1.7011  6.8856  -0.0162  0.0408  -0.0095
Si  8.9759  5.6939  6.7903  0.1029  0.0423  -0.2868
Si  9.0947  9.5974  6.9196  0.0472  0.0802  -0.0945
Si  1.1567  1.5259  6.8449  0.0001  -0.1851  -0.2474
Si  1.2147  5.5627  6.7162  -0.0254  -0.0192  -0.2702
Si  1.1987  9.4967  7.0907  0.0039  0.021  0.2705
Si  5.1768  1.6786  6.8574  0.045  -0.0167  -0.0418
Si  5.0278  5.6607  6.8712  -0.0669  0.0025  -0.1895
Si  4.9214  9.5122  6.9243  -0.0987  -0.031  -0.0613
Si  8.9066  3.7823  8.1161  -0.1884  0.0457  0.0856
Si  9.0618  7.5909  8.1928  0.2943  -0.1422  0.2439
Si  9.0031  11.4729  8.3867  0.0503  0.058  0.104
Si  1.1846  3.5768  7.9366  -0.0276  0.0768  0.1065
Si  1.2116  7.3079  8.2169  -0.0037  -0.0867  0.2767
Si  1.1119  11.4668  8.5735  -0.0274  0.1724  0.0246
Si  5.202  3.7043  8.1643  0.2026  0.1003  0.0859
Si  4.8113  7.5335  8.3234  -0.0918  -0.1782  0.2685
Si  5.0497  11.4118  8.2944  0.0242  0.0467  0.2158
Si  7.0999  4.5385  9.5277  -0.0101  -0.2124  0.2611
Si  6.9628  7.6953  9.2044  0.0513  0.0934  0.3544
Si  7.0283  10.8423  9.5146  -0.1197  -0.2321  0.1917
Si  10.8953  3.7282  9.3241  -0.013  0.0506  0.3655
Si  10.9776  6.8997  9.628  -0.0794  -0.1041  0.0859
Si  10.7649  12.2004  9.9445  -0.2074  -0.0036  0.2844
Si  3.137  3.5074  9.1957  0.0772  -0.2402  0.3971
Si  2.8385  6.5347  9.8358  -0.2102  -0.0044  0.1611
Si  3.1566  11.9995  9.6426  0.1271  0.2335  0.2541
Si  3.3115  7.3024  17.9881  -0.1256  0.0114  -0.1566
Si  7.1979  4.1906  12.5788  -0.0116  -0.0082  0.3703
Si  5.3996  2.1265  13.5107  -0.0001  0.1181  0.1864
Si  2.5561  9.3601  14.0551  0.0618  0.0051  0.3904
Si  5.0561  0.1228  18.7178  0.0026  0.1094  -0.0288
Si  9.4889  6.9426  19.024  0.1247  0.0738  -0.2942
Si  4.083  11.371  12.4678  0.0674  0.0853  0.2993
Si  10.7344  6.3748  14.4232  -0.1575  -0.1821  0.2288
Si  5.032  7.9909  15.4619  0.0913  -0.0431  0.159
Si  9.3962  10.682  17.1389  0.044  -0.0451  -0.0346
Si  10.2287  1.3013  15.3476  -0.078  0.0999  0.1964
Si  5.496  1.5416  16.4137  -0.079  0.1116  -0.0464
Si  6.0179  2.8033  18.9422  0.0223  -0.1201  -0.0777
Si  11.6378  10.5209  15.2604  0.1379  -0.1242  0.2428
Si  7.4651  5.1329  19.8949  -0.0782  -0.1195  -0.5527
Si  4.5268  5.1923  19.859  0.175  -0.0814  -0.4596
Si  9.8711  11.2356  12.9346  -0.0236  0.0566  0.3081
Si  6.96  11.4574  12.4091  -0.0834  0.1103  0.3207
Si  6.577  10.4267  16.6441  -0.0356  -0.0086  0.0188
Si  0.9483  7.6531  12.0884  0.0687  -0.0387  0.24
Si  9.2713  9.6102  19.9123  -0.021  -0.0867  -0.3056
Si  11.9223  5.9792  20.1078  -0.1771  0.1104  -0.342
Si  11.9382  6.5753  17.3712  -0.0203  0.098  -0.0266
Si  7.7526  6.3499  14.4989  0.0306  -0.0188  0.1542
Si  9.2111  3.9756  14.6161  0.0517  0.093  0.1048
Si  12.2491  8.8539  20.69  0.0233  0.0277  -0.2474
Si  3.3756  9.6677  20.1048  -0.1608  0.0788  -0.4484
O  3.9361  11.1241  19.6825  0.0041  -0.0825  0.1222
O  7.0818  1.2186  -0.77  -0.0666  0.1654  0.0419
O  4.6638  3.6457  19.325  -0.0505  0.0933  0.1673
O  7.0004  6.8261  -0.4642  -0.0298  0.3171  0.4151
O  7.2883  8.9796  -1.7638  0.0087  -0.1892  0.3687
O  12.7683  7.3793  20.2174  0.0855  -0.0322  0.0708
O  -0.8005  4.1028  -0.3902  0.0329  -0.3265  0.2886
O  -1.0073  1.6458  -1.5126  0.1704  0.2116  0.5267
O  -0.7472  6.9422  -0.4561  0.0026  0.3756  0.3447
O  -0.9609  9.2852  -1.649  -0.0018  -0.1447  0.4875
O  11.365  7.8688  10.9567  -0.2574  -0.2172  -0.2009
O  10.366  6.446  20.3206  0.0012  -0.0848  0.1224
O  8.577  8.2569  19.301  0.0565  0.0592  0.1538
O  6.5279  0.3354  16.0037  -0.0269  0.0041  0.0061
O  8.1553  5.0004  15.4062  0.0002  0.0333  -0.1087
O  3.1327  7.0514  -0.4342  0.006  0.3462  0.3927
O  2.9814  9.3794  -1.6581  0.0959  -0.0776  0.5553
O  9.3529  0.6029  16.5423  0.0338  -0.0041  -0.0805
O  7.0269  9.2064  10.0319  -0.0383  0.1057  -0.4889
O  7.0904  11.855  10.8314  0.0576  -0.1679  -0.1535
O  6.7464  1.2113  13.3039  0.0378  -0.1081  -0.1267
O  6.07  10.5386  18.2016  -0.0218  0.0248  0.0761
O  10.9403  5.2522  10.1172  -0.0415  0.1817  -0.3596
O  9.7625  1.0198  13.8043  0.0181  -0.0717  -0.1653
O  10.7684  9.9752  16.5582  -0.0548  0.0891  -0.0904
O  1.4599  9.7063  15.2502  -0.0383  0.0552  -0.154
O  10.8573  2.2774  10.2317  -0.0436  -0.1999  -0.3952
O  10.8183  10.2363  13.8435  -0.0547  -0.0192  -0.176
O  3.0601  4.893  10.1263  0.0923  0.5486  -0.3132
O  8.4604  5.7208  18.7289  -0.1237  -0.0448  0.2309
O  10.5582  7.3464  17.8469  -0.0551  -0.0534  0.074
O  5.714  3.6539  13.0432  0.0078  -0.0636  -0.085
O  3.1012  2.0482  10.04  0.0729  -0.1957  -0.4075
O  3.3181  11.1289  11.0529  -0.0702  0.1115  -0.2325
O  3.4699  5.9576  18.8911  0.0793  -0.1274  0.2178
O  3.2364  10.7955  13.7214  0.0197  0.0374  -0.158
O  4.4025  7.2368  16.7656  -0.0278  0.0064  0.0407
O  9.9643  2.894  15.5799  -0.0258  -0.1127  -0.1119
O  10.8554  9.3247  20.0531  0.0954  0.0506  0.1123
O  4.3625  0.8436  17.3926  0.1371  -0.0655  0.0496
O  4.2266  1.3977  12.65  -0.0188  -0.1298  -0.0725
O  5.5542  10.6132  12.543  -0.0335  0.0183  -0.0931
O  7.3667  5.7757  12.9921  0.0227  -0.0099  -0.102
O  3.731  8.2575  14.4584  -0.1204  0.071  -0.1473
O  9.2366  7.1518  14.4888  -0.0256  -0.0335  -0.0876
O  11.5694  6.2096  15.8337  -0.0184  0.0024  -0.0668
O  6.0132  5.8721  19.7107  0.0324  -0.005  0.171
O  2.1968  6.8934  11.3362  0.2257  -0.0138  -0.2928
O  8.3537  3.351  13.3836  -0.0476  0.0042  -0.1206
O  10.4089  4.8555  13.9427  0.0185  0.0271  -0.0546
O  3.1654  4.3043  -0.4172  0.0118  -0.3553  0.4148
O  7.3453  3.8407  11.003  -0.0437  0.1125  -0.2807
O  8.3233  10.6622  12.8505  0.0213  0.0147  -0.1317
O  9.2263  10.7849  18.7672  -0.0305  -0.0801  0.129
O  10.5033  -0.1164  11.4408  0.1539  0.2027  -0.3737
O  1.7818  7.3698  17.3706  0.0298  -0.0208  0.0189
O  8.0968  9.8536  16.5675  0.0634  0.1082  0.0159
O  7.0247  6.1653  9.9579  -0.0371  -0.1628  -0.2706
O  12.0995  5.4049  18.5533  0.0276  0.0331  0.2892
O  1.7128  8.9434  12.7285  -0.0919  -0.0347  -0.2034
O  7.3102  3.5308  19.602  -0.0061  0.1279  0.1224
O  3.5299  2.2165  -1.7241  -0.2011  0.0591  0.6089
O  11.8028  6.9704  13.3694  0.1532  0.1012  -0.3259
O  6.3881  7.1502  14.9778  0.0274  -0.0301  -0.0438
O  5.8984  1.2772  19.5162  -0.0283  0.0129  0.0751
O  1.7715  9.9166  20.2105  0.0713  -0.0706  0.1767
O  5.5759  9.4759  15.8137  -0.0398  -0.0117  -0.0505
O  3.6753  -3.0066  18.9163  0.0322  0.0933  0.2031
O  6.2118  2.7111  17.3099  -0.0229  0.0267  0.0329
O  7.0092  3.9864  -0.3138  -0.0274  -0.2746  0.6054
O  4.9033  2.1989  15.0661  0.0838  -0.0588  -0.1156
O  11.7264  0.5781  15.4419  -0.0374  -0.0188  -0.046

Results
free energy: -103888.950 eV
free energy less fixed offsets of O -569.03, Si -635.61 eV per atom: 6.600 eV
pressure: -0.67 GPa
stress xx, yy, zz, yz, xz, xy (GPa, positive in tension): 0.16, 1.47, 0.39, 0, -0.03, -0.71

The program warned: the cutoff lies below the one the program advises for these potential files.
